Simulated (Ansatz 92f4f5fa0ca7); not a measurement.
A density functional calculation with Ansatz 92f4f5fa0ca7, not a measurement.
Periodic cell of 237 atoms, Si145O90As2, from a study of silicon, its oxide and their interface. The atomic structure is a simulated model.
Doubt: the cutoff is far below the 930 eV that the study's wrapper takes by default for these files, so forces and energies are approximate.
This geometry differs little from another in the collection (a relaxation step or a small displacement).

Settings
functional: PBE
potential files: Ansatz PAW
basis: plane waves
wave-function cutoff: 580 eV
density cutoff ratio: 5
exchange-correlation grid ratio: 1
k mesh: 1 x 1 x 1, Gamma-centred
self-consistency stop: 5e-08 eV per atom in the density residual
occupations: fixed
spin: none
net charge: 0

Cell vectors (angstrom)
a 11.6015 0 0
b 0 10.938 0
c 0 0 32.0622

Atoms and the computed forces on them: element, x, y, z (angstrom), force x, y, z (eV/angstrom)
Si -0.193 -0.0607 23.2667 0.0023 0.0002 -0.0014
Si 3.6788 0.2159 23.0995 -0.0023 0.0022 -0.0014
Si 7.5574 -0.1239 23.4389 -0.0005 0.0002 -0.0031
Si 1.6909 1.3805 23.4119 0.0021 0.0008 0.0001
Si 5.7406 1.4192 23.1811 0.0012 -0.0005 0.0023
Si 9.4505 1.2391 23.3694 -0.0008 0.002 -0.0039
Si 0.1647 5.3356 23.453 0.002 0.0024 -0.0058
Si 4.1228 5.312 23.3888 0.0001 0.0006 -0.0018
Si 8.0333 5.6232 23.5324 0.0026 -0.001 -0.0015
Si 2.1641 6.6081 23.3623 0.0018 0.0031 -0.0011
Si 5.9668 6.7833 23.477 0.0008 0.0003 -0.0046
Si 10.0067 6.8824 23.5892 0.0003 0.0017 -0.0011
Si 1.9062 2.6733 25.3774 -0.0003 0.0006 -0.0014
Si 5.8341 2.6648 25.2474 -0.0002 0.0007 -0.0002
Si 9.6378 2.6976 25.2657 0 -0.0007 0.0003
Si 11.6048 4.0216 25.3803 -0.0007 0.0015 0.0018
Si 3.8949 3.9827 25.3152 0.0004 0.0006 0.0002
Si 7.746 4.0999 25.3275 -0.0003 -0.0014 0.0016
Si 1.9773 8.1581 25.1973 -0.001 0.0011 0.0009
Si 5.7777 8.1773 25.3645 -0.0017 -0.0002 -0.0005
Si 9.714 8.275 25.4244 0.0012 0.0005 0.0004
Si 11.6436 9.5697 25.2602 -0.0008 0.0018 0.0008
Si 3.8686 9.5965 25.0704 0.0005 0.0003 -0.0004
Si 7.6925 9.5298 25.4011 -0.0007 0.0005 -0.0009
Si 11.6516 -0.0044 27.2062 0.0007 0.0005 -0.0004
Si 3.9023 -0.0483 27.1212 0.0005 0.0009 -0.0003
Si 7.7591 -0.0095 27.2796 0.0005 -0.0004 -0.0003
Si 1.9864 1.3192 27.2758 0 0.0022 0.0019
Si 5.8287 1.329 27.1994 0.0001 -0.0001 0.001
Si 9.6968 1.3371 27.2084 0.0013 0.0004 -0.0006
Si 11.5948 5.4755 27.2395 0.0001 0.0017 -0.0001
Si 3.8474 5.4248 27.2146 0.0005 0.002 0.0005
Si 7.714 5.4631 27.256 0.0003 0.0014 -0.0009
Si 1.94 6.8315 27.1829 0.0007 0.0002 0.0001
Si 5.7614 6.8012 27.2699 0.0006 0.0013 0.0007
Si 9.6556 6.8197 27.2749 0.0002 0.0005 0.0013
Si 1.9449 2.728 29.174 -0.0008 -0.0005 -0.0003
Si 5.7951 2.7098 29.139 -0.0002 0.0014 0.0011
Si 9.6797 2.7249 29.1438 0.0018 0.0003 0.0005
Si 0.0088 4.0978 29.1647 0.0009 -0.0012 -0.001
Si 3.8699 4.0892 29.1671 0.0011 0.0004 -0.0008
Si 7.7309 4.0806 29.1684 0.0009 0.0003 0.0002
Si 1.945 8.1895 29.1399 0.0005 0.0008 0.0003
Si 5.7917 8.1953 29.1752 0.0015 0.0005 -0.0011
Si 9.6743 8.2055 29.1838 0 -0.0006 -0.0008
Si 0.0118 9.5626 29.1483 0.0013 -0.0002 0.0004
Si 3.8734 9.5714 29.1223 -0.0001 0.0001 0.0011
Si 7.7342 9.55 29.1882 0 0.0007 0.0004
Si 0 0 31.0965 0.0218 0.0245 -0.0748
Si 3.8672 0 31.0965 0.0013 0.0313 -0.1919
Si 7.7343 0 31.0965 -0.0348 0.0649 0.1213
Si 1.9336 1.3673 31.0965 -0.0054 -0.0748 0.0996
Si 5.8008 1.3673 31.0965 0.0018 0.0395 -0.1593
Si 9.6679 1.3673 31.0965 0.0038 -0.0504 -0.0969
Si 0 5.469 31.0965 0.0353 -0.0172 -0.0242
Si 3.8672 5.469 31.0965 0.0171 0.0408 -0.0133
Si 7.7343 5.469 31.0965 -0.0276 -0.045 -0.0258
Si 1.9336 6.8362 31.0965 -0.0221 -0.0704 -0.0743
Si 5.8008 6.8362 31.0965 -0.0223 -0.0774 0.0989
Si 9.6679 6.8362 31.0965 0.0543 -0.1459 0.1378
Si 1.9336 2.7345 0.9679 -0.0052 0.0603 0.0861
Si 5.8008 2.7345 0.9679 -0.0686 0.0151 -0.295
Si 9.6679 2.7345 0.9679 0.0446 0.0538 0.0209
Si 0 4.1018 0.9679 -0.0953 0.0813 -0.0396
Si 3.8672 4.1018 0.9679 0.0228 0.0642 0.1223
Si 7.7343 4.1018 0.9679 0.0798 0.0716 0.0758
Si 1.9336 8.2035 0.9679 0.045 0.0498 -0.1683
Si 5.8008 8.2035 0.9679 0.0696 0.0824 0.0171
Si 9.6679 8.2035 0.9679 -0.1461 0.02 0.2527
Si 0 9.5708 0.9679 0.059 0.0319 0.2137
Si 3.8672 9.5708 0.9679 -0.272 -0.2367 -0.0752
Si 7.7343 9.5708 0.9679 0.1163 -0.0801 -0.0056
Si 11.6199 0.0138 2.9353 0.0028 0.002 -0.0006
Si 3.8087 -0.0162 2.8987 -0.005 -0.0033 -0.0022
Si 7.7607 0.004 2.8947 -0.0055 0.0005 -0.0011
Si 1.9246 1.4182 2.9339 -0.0003 0.0026 -0.006
Si 5.7686 1.2475 2.7706 0.0062 -0.0102 -0.0116
Si 9.6787 1.375 2.9071 -0.0009 0.005 -0.0029
Si 11.5743 5.5178 2.8722 -0.001 0.0085 -0.0026
Si 3.8864 5.5002 2.9089 -0.0003 0.0078 -0.0046
Si 7.7377 5.4783 2.8944 -0.0021 -0.002 -0.0067
Si 1.9251 6.8326 2.8905 0.0028 -0.0057 0.0013
Si 5.8225 6.8555 2.9072 0.006 -0.0076 0.0011
Si 9.6652 6.9021 2.9845 -0.0036 -0.0052 0.001
Si 1.878 2.9033 4.8134 0.0054 -0.0011 0.0071
Si 5.6957 2.5626 4.6338 0.0015 0.0119 0.0108
Si 9.557 2.7995 4.7851 -0.0153 0.0125 0.0078
Si 11.4784 4.2118 4.811 0.0027 0.0002 0.0042
Si 3.9178 4.1217 4.828 0.0025 -0.0011 0.0079
As 7.5393 4.0767 4.8561 -0.0103 -0.0154 0.0129
Si 1.8983 8.1646 4.8359 -0.0004 0.0028 0.007
Si 5.8242 8.3 4.7911 0.0051 0.0121 -0.0039
Si 9.6712 8.3097 4.954 0.012 0.0164 0.0008
Si 11.6367 9.6764 4.9481 0.0008 -0.0016 -0.0115
Si 3.8149 9.5123 4.8161 0.0083 0.001 -0.0048
Si 7.7479 9.6955 4.9006 -0.0013 -0.0003 -0.0023
Si 11.6565 0.3617 6.7925 0.0031 0.0072 0.0018
Si 3.7736 -0.0187 6.6874 -0.0128 -0.0011 0.0059
Si 7.7579 0.0989 6.9082 0.0053 -0.0005 -0.0139
Si 2.1106 1.5889 6.734 0.0013 0.0002 -0.0092
Si 5.7345 1.2784 6.6214 0.0042 0.0107 -0.0014
Si 9.6595 1.5931 6.8129 -0.001 0.0063 0.0045
Si 11.6018 5.5749 6.7479 -0.0002 -0.0028 -0.0104
Si 4.1211 5.4784 6.816 -0.0039 0.0005 -0.0132
As 8.0242 6.0895 6.8156 -0.0059 -0.0007 -0.0264
Si 2.0782 6.6906 6.6968 0.0087 -0.0118 -0.0069
Si 5.8945 7.1363 6.8199 -0.008 -0.0022 0.0012
Si 9.9954 7.2996 7.1248 -0.0024 0.0173 0.0106
O 10.3703 8.2601 8.4121 -0.0095 0.0146 -0.0063
O 7.7338 9.9989 8.2398 0.0048 -0.0102 0.0157
O 7.4059 4.9088 8.1182 -0.0121 -0.0161 -0.0024
O 3.3674 10.4117 8.2444 0.0028 0.0039 -0.0019
O 2.0697 7.6148 8.07 -0.0028 -0.008 -0.0178
O 4.0938 4.6509 8.2777 -0.0024 0.0048 -0.0029
O 9.7848 2.5295 8.1959 -0.0034 -0.0006 -0.0028
O 2.6782 2.4273 8.0933 0.0017 -0.0019 0.0023
O 11.4633 4.5947 8.0722 0.0047 -0.0055 0.0037
O 5.4179 2.4474 7.7549 0.0052 -0.0076 -0.0025
O 5.7757 8.1458 8.1339 0.0172 0.0078 0.0083
O 11.408 10.7021 8.3171 -0.0023 -0.005 0.0001
O 11.2657 10.0843 21.7913 0.0008 0.0021 0.0004
O 3.2497 10.7499 21.5133 0.0013 0.001 0.0002
O 5.7729 7.794 22.1632 0.0004 -0.0028 0.0025
O 4.2313 4.4685 21.9383 0.0008 0.001 0.0016
O 7.6872 9.6996 22.1778 0.0009 0.0028 0.0021
O 10.2907 7.6721 22.1554 -0.0004 0.0007 0.0012
O 1.6253 2.4138 22.1127 0.0004 -0.0003 0.0013
O 5.9465 2.451 21.8686 0.001 0.0009 0.0006
O 8.4561 4.7533 22.1788 -0.0013 0.0031 0.0028
O -0.0685 4.4603 22.0386 0.0016 0.0042 0.0005
O 2.3553 7.4362 21.9393 -0.0019 0.0001 -0.0002
O 9.1384 1.9242 21.8865 0.0006 -0.0022 0.0069
Si 2.0505 7.9296 9.6457 0.0177 -0.0304 0.0174
Si 5.0617 0.651 17.6745 0.0033 0.0008 0.0023
Si 2.5042 5.5082 14.0362 0 0.0015 0.0028
Si 10.5666 3.9967 14.05 -0.0035 0.0062 0.007
Si 8.3139 2.4702 15.2954 -0.0084 0.0055 0.0096
Si 9.5588 2.26 20.3549 0.0036 0.0019 -0.0022
Si 10.5322 3.7089 9.0647 0.006 -0.0053 -0.0046
Si 0.0558 2.4381 11.6142 0.012 0.0139 0.0053
Si 11.0691 8.2403 15.4574 -0.0029 -0.005 0.0043
Si 5.1972 7.0111 14.0119 -0.0004 0.0021 0.0029
Si 5.8138 2.7338 11.0985 -0.0195 -0.0082 0.029
Si 8.5763 7.6845 19.3547 0.0064 0.0023 -0.0004
Si 8.1239 4.8653 20.5933 0.0018 0.0022 0.0037
Si 5.9512 9.6744 15.18 0.0029 -0.0014 0.0011
Si 2.1207 7.6746 20.349 -0.001 0.0029 -0.0011
Si 1.9311 4.9271 18.8036 0.0008 0.0037 0.0024
Si 4.49 3.4888 18.0073 0.0019 0.0008 0.002
Si 8.5116 9.0054 16.8049 0.0044 0.0016 0.0072
Si 0.8864 9.6216 13.4124 0.0035 -0.0072 -0.0047
Si 9.9693 10.7985 11.865 0.0118 0.0013 0.0098
Si 5.3542 3.7215 21.0046 0.0006 0.0006 -0.0002
Si 0.5926 5.6 16.2899 0.0033 0.0054 0.0048
Si 11.0342 9.465 9.287 0.0118 -0.0227 0.0018
Si 6.5712 8.9061 21.2813 0.002 0.0012 0.0028
Si 7.1539 7.2323 11.5127 0.0056 0.0035 0.0413
Si 2.7031 0.8274 12.2469 -0.0059 0.0009 0.0044
Si 10.8783 8.6852 21.0264 0.0003 -0.0013 0.0016
Si 6.0564 4.4087 15.6489 0.0013 0.0029 0.0037
Si 7.1116 0.5884 13.0107 0.0065 -0.0125 0.0163
Si 4.1339 3.0338 8.5742 -0.006 -0.0013 0.0069
Si 0.9036 6.9072 11.9464 -0.0008 0.0013 -0.0046
Si 6.5992 9.1908 9.11 -0.0037 -0.0164 0.0002
Si 0.6748 3.3021 21.1455 -0.0001 -0.0005 0.0017
Si 9.827 6.6694 12.9213 -0.0022 0.0027 0.0025
Si 7.7561 4.6922 9.6951 -0.0039 -0.0141 0.049
Si 3.9991 10.1093 20.1981 0.0029 0 -0.0007
Si 4.2922 3.1577 13.4963 0.0038 0.001 0.0063
Si 3.9155 10.1096 9.7607 -0.0092 -0.0075 -0.0094
Si 8.0773 0.8495 18.0381 -0.0034 -0.0016 0.0087
O 11.556 3.4057 12.9104 0.0091 -0.0097 -0.0135
O 9.3821 4.5834 9.8345 0.0043 0.0002 -0.0051
O 8.8143 3.6106 19.8461 0.0004 0.0012 -0.0009
O 4.0748 -0.0103 18.7961 -0.0018 -0.0028 0.0043
O 11.3009 4.6414 15.3429 0.0046 0.0018 -0.0021
O 10.0297 9.9444 10.4709 -0.0044 0.0008 -0.0016
O 3.8244 1.6468 13.1053 0.0042 -0.0006 -0.0026
O 0.7211 9.1599 14.968 0.0048 0.0052 -0.0033
O 6.4943 1.0958 18.3522 -0.0047 -0.0014 -0.0006
O 4.7455 3.1932 19.5966 0.0019 0.0012 0.0005
O 6.3545 1.3303 11.7622 -0.0133 0.0041 -0.0229
O 0.8466 8.9957 9.9336 -0.0465 0.0402 0.0046
O 5.634 4.3817 17.2349 0.0003 -0.0006 0.0001
O 8.4693 7.3726 12.4393 0.002 -0.0047 0.0021
O 4.4767 2.6502 10.1291 -0.0101 0.0022 -0.0119
O 2.0763 5.696 15.596 0.0016 -0.001 -0.0025
O 3.3686 0.1094 10.9528 -0.0037 0.0164 0.0106
O 5.9124 7.2829 12.5657 -0.0082 -0.0001 0.0082
O 2.337 6.3733 19.4135 -0.0006 0.0042 0.0013
O 0.6517 5.0042 17.8002 0.0039 -0.0017 0.0033
O 8.4508 10.7738 12.4486 0.0043 -0.0013 -0.0032
O 5.531 10.2788 9.6837 0.0242 -0.0047 -0.0066
O 0.5909 8.1941 20.2002 0.0131 -0.0042 0.0017
O 9.7637 2.7188 14.6347 0.0145 -0.0006 -0.0066
O 2.0685 10.7194 13.318 -0.0034 -0.0021 -0.0027
O 9.9861 9.2064 16.1656 -0.0033 -0.0013 0.0002
O 6.1312 10.4425 13.7441 -0.0103 -0.0095 0.0033
O 7.4599 1.6427 14.1962 0.0037 0.0097 0.001
O 1.65 3.9377 20.0392 0.0013 0.0027 -0.0031
O 5.947 5.8822 14.9462 0.0015 -0.001 -0.0023
O 7.3966 9.0482 15.6297 -0.0015 0.0023 -0.0037
O 1.5153 1.7492 11.6525 0.0007 0.0002 -0.0026
O 7.1927 8.4366 10.415 -0.0042 0.0312 -0.0349
O 4.3228 2.0432 17.2553 0.0009 0.0019 -0.0023
O 7.0554 3.3223 10.2358 0.0358 0.0263 -0.0294
O 11.5763 7.0937 16.4824 0.0009 -0.0013 -0.0011
O 8.229 10.2015 17.8344 0.0021 -0.0105 -0.0055
O 3.4716 8.5733 10.1077 0.0204 -0.0016 0.0113
O 7.6037 3.912 15.5655 0.002 0.0015 -0.0036
O 3.1284 4.3426 17.8933 0.0001 0.002 0.0004
O 2.9168 3.9895 13.6649 -0.0016 0.0042 -0.0018
O 1.3585 8.3565 12.5178 0.0023 0.0191 0.0052
O 1.2238 5.8204 13.0957 0.0034 -0.0092 0.0062
O 5.0084 8.3846 14.8744 0.0018 0 -0.0027
O 11.181 2.4002 20.3389 0.0008 0.0018 -0.0016
O 11.0304 10.1762 12.9297 -0.0014 0.0023 -0.0081
O 5.3108 3.7032 12.3261 0.0001 -0.0006 -0.0005
O 5.1074 3.3097 14.8917 -0.0013 -0.0007 -0.0033
O 6.4924 4.8103 20.5377 0.0018 0.0013 0.0001
O 8.5041 1.6584 16.6915 0.0045 0.003 -0.0033
O 10.3983 1.404 11.6024 -0.0072 -0.0138 -0.0063
O 10.9002 6.7974 11.6875 -0.0016 -0.0014 -0.0065
O 3.2349 8.731 19.8242 -0.0064 -0.0033 0.0034
O 1.729 6.6156 10.5663 0.0037 -0.0089 -0.0084
O 7.1682 8.1889 19.9713 -0.0052 0.0045 -0.0022
O 8.473 7.6471 17.7212 -0.0002 0.0022 -0.0048
O 3.702 6.5132 13.6521 0.0023 0.0017 -0.003
O 9.587 5.1139 13.3559 0.0014 -0.0024 -0.0017
O 5.5307 10.0016 20.7232 -0.0068 0.0026 -0.0018
O 10.3764 7.5049 14.1897 0.0016 0.002 -0.0007
O 8.783 6.1651 19.8866 0.0004 -0.0018 0.0004
O 7.1696 5.8556 10.6633 0.0016 -0.0326 -0.0202
O 5.3094 10.6173 16.3673 0.0011 0.0013 0.0006
O 9.0592 1.1443 19.2946 0.0061 0.0051 0.0044
O 11.579 3.2116 10.1925 0.0058 -0.004 0.0106
O 9.7399 8.7187 19.8586 0.0021 0.0007 0.0013

Results
free energy: -153071.691 eV
free energy less fixed offsets of As -4856.12, O -568.88, Si -635.61 eV per atom: 3.199 eV

The program warned: the cutoff lies below the one the program advises for these potential files; the exchange-correlation potential is rough where the density is thin.
